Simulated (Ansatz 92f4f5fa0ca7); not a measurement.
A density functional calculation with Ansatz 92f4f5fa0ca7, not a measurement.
Periodic cell of 226 atoms, Si134O92, from a study of silicon, its oxide and their interface. The atomic structure is a simulated model.
Doubt: the cutoff is far below the 930 eV that the study's wrapper takes by default for these files, so forces and energies are approximate.
This geometry differs little from another in the collection (a relaxation step or a small displacement).

Settings: functional PBE; potential files Ansatz PAW; basis plane waves; wave-function cutoff 580 eV; density cutoff ratio 5; exchange-correlation grid ratio 1; k mesh 1 x 1 x 1, Gamma-centred; self-consistency stop 5e-08 eV per atom in the density residual; occupations fixed; spin none; net charge 0.

Cell vectors (angstrom)
a, 10.938, 0, 0
b, 0, 10.938, 0
c, 0, 0, 32.5261

Atoms: element, x, y, z (angstrom)
Si, -0.2993, 0.3096, 25.0906
Si, 5.7425, -0.202, 24.9997
Si, 2.5973, 3.0684, 25.0842
Si, 8.4143, 2.5583, 25.1159
Si, 0.3472, 5.2868, 25.0253
Si, 5.2639, 5.6944, 25.1486
Si, 2.9997, 7.9192, 24.8725
Si, 8.0356, 8.584, 25.1523
Si, 1.3874, 1.4273, 26.3168
Si, 6.8181, 1.393, 26.3868
Si, 4.0905, 4.1795, 26.4903
Si, 9.6288, 4.1575, 26.3383
Si, 1.4221, 6.8886, 26.3446
Si, 6.8784, 6.8978, 26.3594
Si, 4.0908, 9.573, 26.2394
Si, 9.574, 9.6847, 26.489
Si, 2.7341, 0.0008, 27.6714
Si, 8.1651, 0.0581, 27.8075
Si, 0.0066, 2.7491, 27.7371
Si, 5.4539, 2.7447, 27.7548
Si, 2.7037, 5.523, 27.7983
Si, 8.2171, 5.4862, 27.7136
Si, 0.0067, 8.2155, 27.727
Si, 5.4448, 8.2242, 27.7153
Si, 4.1018, 1.3673, 29.1078
Si, 9.5708, 1.3673, 29.1078
Si, 1.3673, 4.1018, 29.1078
Si, 6.8362, 4.1018, 29.1078
Si, 4.1018, 6.8362, 29.1078
Si, 9.5708, 6.8362, 29.1078
Si, 1.3673, 9.5708, 29.1078
Si, 6.8362, 9.5708, 29.1078
Si, 0, 0, 30.4751
Si, 5.469, 0, 30.4751
Si, 2.7345, 2.7345, 30.4751
Si, 8.2035, 2.7345, 30.4751
Si, 0, 5.469, 30.4751
Si, 5.469, 5.469, 30.4751
Si, 2.7345, 8.2035, 30.4751
Si, 8.2035, 8.2035, 30.4751
Si, 1.3673, 1.3673, 31.8423
Si, 6.8362, 1.3673, 31.8423
Si, 4.1018, 4.1018, 31.8423
Si, 9.5708, 4.1018, 31.8423
Si, 1.3673, 6.8362, 31.8423
Si, 6.8362, 6.8362, 31.8423
Si, 4.1018, 9.5708, 31.8423
Si, 9.5708, 9.5708, 31.8423
Si, 2.7345, 0, 0.6835
Si, 8.2035, 0, 0.6835
Si, 0, 2.7345, 0.6835
Si, 5.469, 2.7345, 0.6835
Si, 2.7345, 5.469, 0.6835
Si, 8.2035, 5.469, 0.6835
Si, 0, 8.2035, 0.6835
Si, 5.469, 8.2035, 0.6835
Si, 4.1018, 1.3673, 2.0507
Si, 9.5708, 1.3673, 2.0507
Si, 1.3673, 4.1018, 2.0507
Si, 6.8362, 4.1018, 2.0507
Si, 4.1018, 6.8362, 2.0507
Si, 9.5708, 6.8362, 2.0507
Si, 1.3673, 9.5708, 2.0507
Si, 6.8362, 9.5708, 2.0507
Si, 0, 0, 3.418
Si, 5.469, 0, 3.418
Si, 2.7345, 2.7345, 3.418
Si, 8.2035, 2.7345, 3.418
Si, 0, 5.469, 3.418
Si, 5.469, 5.469, 3.418
Si, 2.7345, 8.2035, 3.418
Si, 8.2035, 8.2035, 3.418
Si, 1.383, 1.3775, 4.7695
Si, 6.8958, 1.2683, 4.7829
Si, 4.1249, 4.0383, 4.8099
Si, 9.5133, 4.1619, 4.7544
Si, 1.3976, 6.8281, 4.8361
Si, 6.875, 6.8437, 4.7766
Si, 4.0143, 9.6086, 4.7567
Si, 9.6073, 9.4403, 4.7916
Si, 2.6916, 0.0141, 6.2272
Si, 8.0593, -0.3556, 6.1184
Si, -0.1222, 2.6945, 5.9999
Si, 5.5601, 2.6451, 6.1477
Si, 2.6743, 5.3428, 6.192
Si, 8.2678, 5.5592, 6.242
Si, 0.0571, 8.1854, 6.2996
Si, 5.3211, 8.1207, 5.9823
Si, 4.3973, 1.0661, 7.473
Si, 9.5885, 1.0319, 7.1095
Si, 1.0307, 4.1538, 7.4187
Si, 6.6753, 4.3138, 7.4111
Si, 4.3065, 6.5377, 7.3737
Si, 9.9152, 6.599, 7.7104
Si, 1.0159, 9.952, 7.6128
Si, 6.3445, 9.4672, 7.572
O, 5.5046, 5.4384, 7.6916
O, -0.1594, 0.1516, 7.8313
O, 3.8141, 1.7864, 8.8351
O, 9.5754, 7.2068, 9.2383
O, -0.9422, 8.8581, 19.4163
O, 7.7757, 3.1395, 23.7109
O, 6.8883, 9.6224, 24.5519
O, 1.4659, 4.1604, 24.5388
O, 11.594, 7.8688, 10.9278
O, 1.5826, 3.2855, 8.7066
O, 1.4175, 9.6431, 9.1767
O, 7.2501, 3.8281, 8.8989
O, 10.9736, 5.3501, 7.9805
O, 5.4024, -0.1602, 7.9926
O, 4.0506, 7.3575, 8.8141
O, 8.5407, 1.66, 8.1858
O, 5.1774, 0.4476, 23.5845
O, 9.4922, 1.4086, 24.6536
O, 10.7988, 6.0816, 23.6483
O, 5.8007, 4.9055, 23.8059
O, 9.0065, 8.1272, 23.9061
O, 3.5246, 2.5219, 23.8301
O, 2.4361, 8.2454, 23.3419
O, 11.1273, -0.2972, 23.6247
Si, 1.1757, 9.4317, 10.7796
Si, -6.0672, 4.7492, 10.82
Si, 3.2086, 5.0268, 20.6804
Si, 8.2984, 2.4229, 13.2355
Si, 1.3703, -3.9554, 14.6142
Si, 3.7572, 5.7003, 13.6075
Si, 7.2154, 4.5366, 23.0985
Si, 3.9294, 1.2421, 22.9021
Si, 2.912, 2.9251, 9.5706
Si, 5.0435, 1.4631, 19.9315
Si, 4.0454, -1.3153, 19.6468
Si, 8.1591, 2.5709, 9.446
Si, 5.3353, -3.2837, 9.8249
Si, 10.6678, 0.2225, 12.9139
Si, 0.7466, 4.6738, 16.2698
Si, 9.9056, -0.9893, 18.197
Si, 11.9868, 0.415, 22.4493
Si, 4.2313, -0.9887, 11.8192
Si, 1.2227, 2.8943, 20.9916
Si, 10.0575, 3.9096, 11.3644
Si, 9.3028, -1.2691, 15.2512
Si, 14.8609, -2.447, 14.4865
Si, 3.2632, -7.6535, 15.0248
Si, 6.2599, 4.102, 20.154
Si, -2.1775, 4.6216, 15.1599
Si, 1.3467, 0.2524, 19.5564
Si, 12.6518, 2.4056, 12.4274
Si, -4.3317, 5.1476, 17.4099
Si, 10.6345, 7.6627, 20.3317
Si, 5.1541, -8.6764, 17.1268
Si, -1.4969, 6.8003, 23.0804
Si, -1.6639, -3.7145, 13.6019
Si, 7.3476, -0.1758, 17.051
Si, 6.0564, 1.7544, 11.5027
Si, 11.5653, 5.0225, 19.2347
Si, 2.6183, 7.8543, 21.7547
Si, 10.1798, -3.907, 10.7732
Si, 5.4424, -2.7172, 17.2486
O, 11.7232, -0.3001, 21.0068
O, -2.3584, 5.8147, 14.0441
O, 11.1656, 0.0329, 18.4004
O, 13.1834, 5.3119, 19.3777
O, 8.7175, 3.699, 12.2823
O, 4.9857, 0.4764, 11.5079
O, 6.5002, -2.4814, 8.9235
O, -3.9245, 4.9576, 18.9847
O, 4.3104, -1.2419, 13.4476
O, 8.5124, -0.106, 18.2225
O, 5.232, -0.1728, 19.8249
O, -0.5173, 5.4438, 11.0197
O, -0.0317, -0.6255, 11.5128
O, -2.7078, 3.1305, 14.7108
O, 4.9542, -2.2358, 11.0244
O, 4.1812, 6.8037, 24.6021
O, 7.262, 1.5803, 10.3955
O, 4.3032, 1.6947, 21.3763
O, 4.1371, 2.166, 15.839
O, 2.6957, -0.5496, 19.112
O, 2.8341, 2.8312, 13.5203
O, 4.5657, -2.2518, 15.9568
O, 2.2887, 8.3382, 14.6851
O, 2.6275, 0.262, 22.8447
O, 1.2287, -4.699, 16.0754
O, 8.5799, -2.524, 14.4821
O, 4.534, 7.0997, 13.8792
O, 1.1237, 1.0392, 13.0753
O, 11.3812, -7.5503, 12.155
O, 6.6849, -1.6594, 17.279
O, 9.3792, 1.2335, 12.9032
O, 2.1364, 5.9302, 13.6261
O, 10.454, -0.6968, 14.2425
O, 1.1809, 7.9301, 20.9712
O, -2.9822, -5.8557, 16.4983
O, -5.2425, 3.8131, 17.092
O, 6.3546, 2.4605, 19.9582
O, 12.8556, 3.6237, 15.8705
O, 5.8928, -4.3074, 17.1961
O, 13.4209, 2.2625, 10.9962
O, 2.5066, 3.7812, 21.4746
O, 5.5298, 3.2893, 11.2102
O, 8.2526, 5.742, 23.3572
O, -0.5786, 4.4217, 15.373
O, -1.3249, -7.8561, 10.0204
O, 4.7066, 4.6128, 20.2199
O, 13.5644, 9.8375, 11.4418
O, 3.7535, 4.3326, 9.6887
O, 3.243, 17.2864, 21.6285
O, 15.0028, 5.1785, 12.1372
O, 0.3356, 4.3587, 17.7975
O, 10.8594, -3.6641, 13.9803
O, 7.048, 4.4227, 21.5118
O, 4.3193, 1.9539, 18.5221
O, 6.328, 1.1018, 17.0441
O, -0.2148, 6.3948, 19.3202
O, 11.0735, 3.9641, 20.3977
O, 9.9938, -1.6868, 16.696
O, 5.726, -4.8087, 10.4111
O, 9.6141, 7.267, 21.5392
O, -1.7975, -3.4475, 11.9786
O, -2.8131, -0.177, 15.594
O, -4.1328, 1.8155, 12.959
O, 4.5408, 8.4777, 18.5951
O, 4.1712, -6.3056, 14.7767
O, 12.5739, 1.8488, 19.7847
O, 0.6736, 2.0168, 22.2608
O, 3.6835, 8.8938, 21.0627

Results
free energy: -137509.015 eV
free energy less fixed offsets of O -568.88, Si -635.61 eV per atom: -0.315 eV

Forces (eV/angstrom), in the order of the atoms: element, x, y, z
Si, 0.0061, -0.0039, -0.0022
Si, -0.0103, 0.0127, 0.0257
Si, 0.0071, -0.0082, 0.0067
Si, -0.0094, 0.0185, 0.0204
Si, -0.0207, 0.0114, 0.0262
Si, 0.0072, -0.0026, 0.0025
Si, -0.0054, 0.0067, 0.0166
Si, 0.0075, -0.0093, 0.0128
Si, 0.0045, 0.0001, 0.0027
Si, -0.0003, -0.0066, -0.0096
Si, 0.0029, -0.0013, 0.0013
Si, 0.0058, -0.0039, -0.0104
Si, 0.0003, -0.0004, -0.0081
Si, 0.0036, -0.0013, 0.0038
Si, 0.0045, -0.0015, -0.0038
Si, 0.0022, -0.0083, -0.0002
Si, 0.0026, -0.0021, 0.0066
Si, -0.0024, 0.0057, 0.0057
Si, -0.0073, 0.003, 0.0027
Si, 0.0026, -0.0012, 0.009
Si, -0.0025, 0.0023, 0.0037
Si, -0.0012, -0.0046, 0.0075
Si, -0.0035, -0.0024, 0.0046
Si, -0.009, 0.0029, 0.0011
Si, -0.1261, -0.183, -0.1685
Si, 0.082, 0.3489, 0.2771
Si, -0.1458, 0.0498, 0.2118
Si, 0.1496, 0.0694, -0.1322
Si, 0.1139, 0.2936, 0.2373
Si, 0.087, 0.0209, -0.1078
Si, 0.1536, 0.0874, -0.2335
Si, -0.2852, -0.0325, 0.1094
Si, -0.0182, 0.0586, -0.0441
Si, 0.0172, -0.0698, 0.0133
Si, -0.0276, 0.0119, -0.0285
Si, 0.1558, 0.0331, 0.0151
Si, 0.0213, -0.0721, 0.0252
Si, 0.0124, 0.0695, -0.0377
Si, 0.1262, 0.0125, 0.0083
Si, -0.0173, 0.0183, -0.0343
Si, 0.0094, 0, -0.0169
Si, -0.0239, 0.0428, -0.0332
Si, 0.0351, -0.0408, -0.023
Si, -0.1142, 0.0313, -0.0059
Si, -0.022, 0.046, -0.0257
Si, -0.002, -0.0472, -0.0057
Si, -0.0621, 0.038, -0.0012
Si, 0.0201, -0.0228, -0.0175
Si, 0.0378, 0.004, 0.0413
Si, -0.0386, 0.0237, 0.0226
Si, 0.0131, -0.0243, 0.0002
Si, -0.0122, 0.0103, 0.0087
Si, -0.008, -0.0122, 0.0157
Si, 0.1369, -0.0404, 0.0401
Si, -0.0369, -0.0003, 0.0146
Si, 0.039, -0.0143, 0.0115
Si, 0.0023, 0.0263, -0.0316
Si, 0.0248, 0.0756, 0.0512
Si, 0.0266, 0.0052, 0.0649
Si, -0.1623, -0.1266, -0.0211
Si, -0.0011, 0.0281, 0.0647
Si, -0.0898, 0.0116, -0.0724
Si, -0.1073, -0.1079, -0.0402
Si, -0.0191, -0.0273, 0.0551
Si, -0.0238, -0.2361, 0.2686
Si, -0.236, 0.076, -0.1004
Si, 0.1901, -0.025, -0.1743
Si, -0.1043, -0.1197, -0.0429
Si, 0.0704, 0.3313, 0.0761
Si, 0.1358, -0.1985, 0.2771
Si, -0.2929, -0.09, -0.1532
Si, 0.2672, -0.3364, -0.4656
Si, 0.0024, 0.0033, -0.0106
Si, 0.0125, -0.0022, 0.0042
Si, 0.0185, -0.0043, 0.0016
Si, -0.0047, 0.0005, -0.0029
Si, 0.0011, -0.0032, 0.0064
Si, -0.0003, 0.0019, -0.0039
Si, 0.0003, 0.0062, -0.0029
Si, -0.0013, 0.0008, -0.0093
Si, 0.0117, 0.0057, -0.0071
Si, -0.007, 0.0034, 0.001
Si, -0.0032, 0.0033, 0.0058
Si, -0.0051, 0.0123, -0.0049
Si, -0.0357, -0.0125, -0.0066
Si, 0.0071, 0.0023, -0.0007
Si, 0.0043, 0.0009, -0.0032
Si, -0.0067, -0.0189, -0.0068
Si, -0.0106, 0.0061, 0.0046
Si, -0.02, 0.0088, 0.0027
Si, 0.0217, -0.005, -0.014
Si, -0.0093, -0.0087, -0.0051
Si, 0.0211, 0.0201, 0.0197
Si, -0.0053, -0.0036, -0.0022
Si, -0.0004, -0.0164, 0.0185
Si, 0.023, 0.0151, 0.0024
O, 0.0064, -0.0063, 0.0077
O, 0.0051, -0.0028, -0.0011
O, 0.0027, -0.0012, -0.0001
O, 0.0026, 0.0008, 0.0085
O, 0.0018, 0.0024, 0.0031
O, 0.0014, -0.0037, -0.001
O, -0.0018, 0.0038, -0.0122
O, 0.0035, -0.0066, -0.013
O, -0.0011, -0.0004, -0.0013
O, -0.0026, -0.0016, 0.0024
O, -0.0041, 0.0036, -0.0071
O, 0.0064, -0.0066, 0.0047
O, -0.0116, 0.0079, 0.0084
O, -0.0022, 0.0056, 0.0045
O, -0.0047, -0.0063, -0.0085
O, 0.0119, -0.0014, 0.0013
O, -0.0004, 0.0015, -0.0082
O, 0.0049, -0.0021, -0.0075
O, 0.0015, 0.0022, -0.0057
O, -0.0061, -0.0002, 0.0005
O, 0.0026, 0.0041, -0.0032
O, -0.0003, 0.0011, -0.0012
O, -0.0011, -0.0018, -0.0105
O, 0.0028, 0.0036, -0.0045
Si, 0.0029, -0.0023, 0.0037
Si, 0.003, 0.0067, -0.0024
Si, 0.0049, 0.0007, -0.001
Si, 0.0007, 0.0032, 0.0049
Si, -0.0008, 0.0018, 0.0029
Si, 0.0004, -0.0022, 0.0023
Si, 0.0062, 0.0024, 0.0019
Si, 0.0009, -0.0064, 0.0001
Si, -0.0008, 0, -0.0013
Si, -0.0034, -0.0003, 0.002
Si, 0.0012, -0.0032, 0
Si, 0.0005, 0.0009, -0.0091
Si, 0.0004, -0.0102, 0.0002
Si, 0.0021, -0.0035, 0.0025
Si, 0.0011, 0.0015, -0.0029
Si, -0.0046, -0.0024, -0.0055
Si, 0.0097, -0.0052, 0.0081
Si, -0.0024, -0.0042, 0.0028
Si, 0.0006, 0.0011, -0.0002
Si, 0.0028, 0.0024, -0.0015
Si, 0.0007, -0.001, 0.001
Si, 0.0003, 0.0011, 0.0019
Si, 0.0026, 0.0018, -0.0001
Si, 0.0042, 0.0016, -0.0024
Si, -0.0005, 0.0029, 0.0023
Si, -0.0014, -0.0043, 0.0012
Si, 0.0044, 0.0012, -0.0032
Si, 0.0011, 0.0012, -0.0052
Si, -0.0016, 0.0012, 0.0034
Si, 0.0031, -0.0006, -0.0034
Si, 0.0005, -0.0085, 0.0002
Si, -0.0007, 0.0014, 0.0019
Si, 0.0004, -0.0011, -0.0016
Si, -0.0003, 0.0013, -0.0016
Si, 0.0004, -0.0009, -0.0065
Si, -0.0001, 0.006, 0.0052
Si, 0.0001, 0.0018, -0.0002
Si, 0.0031, 0.0009, -0.0022
O, -0.0001, 0.0015, -0.002
O, 0.001, -0.0025, 0.0006
O, 0.0033, 0.0012, 0.0035
O, -0.0019, 0.0005, 0.0014
O, -0.0025, -0.0055, 0.0014
O, 0.0015, 0.0016, -0.0006
O, -0.0012, -0.0019, -0.0044
O, -0.0009, 0.0005, 0.0032
O, 0.0006, -0.0018, 0.0024
O, 0.0023, 0.0005, 0.0045
O, 0.0006, -0.0009, 0.0022
O, -0.0009, -0.0003, -0.0017
O, -0.0025, 0.0014, 0.0006
O, -0.0009, -0.0012, 0
O, -0.0028, 0.0082, 0.005
O, 0.0013, -0.0026, -0.0054
O, -0.0054, 0.0011, 0.0047
O, 0.0028, 0.0018, -0.005
O, -0.0007, -0.0009, 0.0001
O, -0.0007, 0.0019, 0.0022
O, 0.0006, 0.0013, 0.0033
O, 0.0009, 0.0002, 0.0003
O, 0.0007, -0.0017, -0.0015
O, -0.0103, 0.0044, -0.0026
O, -0.0004, -0.0029, 0.0012
O, 0.0007, 0.0012, 0.0002
O, -0.0002, -0.0003, -0.0012
O, -0.0012, -0.0009, -0.0002
O, 0.0012, -0.0026, 0.0001
O, -0.0007, 0.0007, 0.0026
O, -0.0005, 0.0006, -0.0018
O, 0.0017, -0.0003, -0.0005
O, -0.0007, 0.0009, 0.0003
O, -0.004, -0.0004, 0.0006
O, -0.0013, -0.0006, 0.0016
O, -0.0011, -0.0001, 0.0024
O, 0.0007, 0.0004, 0.0044
O, -0.0008, 0.0007, 0
O, -0.0001, -0.0018, 0.0023
O, -0.0041, -0.002, 0.006
O, 0.0003, 0.0006, 0.002
O, 0.0014, -0.0048, -0.0018
O, -0.0003, -0.0007, 0.0037
O, 0.0021, 0.0007, 0.0017
O, -0.0023, 0.0011, -0.0024
O, 0.0007, -0.0006, 0.0029
O, 0.0028, 0.0019, -0.0016
O, 0.0021, -0.0001, -0.0026
O, -0.0002, -0.0034, 0.0017
O, -0.0007, 0.0021, 0.0075
O, 0.0007, 0.0018, 0.0032
O, 0.0026, -0.0018, -0.0008
O, -0.0033, -0.002, -0.006
O, -0.0002, 0.0003, 0.0011
O, -0.0019, 0.0015, 0.004
O, 0.0018, -0.0035, 0.0002
O, -0.0018, -0.0004, 0.0033
O, 0.0017, 0.0005, 0.0039
O, -0.0032, -0.0078, -0.0001
O, 0.0054, 0.0055, -0.0061
O, 0.0007, -0.0002, 0.0014
O, 0.0006, 0.0013, -0.0004
O, 0.0011, -0.0003, 0.0002
O, -0.0008, 0.0011, 0.0033
O, -0.0001, -0.0005, 0
O, -0.0004, -0.0011, 0.0026
O, -0.0006, 0.0007, 0.001
O, 0.0004, -0.0004, 0.0007

The program warned: the cutoff lies below the one the program advises for these potential files; the forces do not sum to zero within the program's tolerance; the exchange-correlation potential is rough where the density is thin.
